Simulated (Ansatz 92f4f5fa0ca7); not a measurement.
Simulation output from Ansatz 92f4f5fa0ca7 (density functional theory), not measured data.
Periodic cell of 430 atoms, Si266O164, from a study of silicon, its oxide and their interface. The atomic structure is a simulated model.
Doubt: the cutoff is far below the 930 eV that the study's wrapper takes by default for these files, so forces and energies are approximate.

Settings
functional: PBE
potential files: Ansatz PAW
basis: plane waves
wave-function cutoff: 580 eV
density cutoff ratio: 5
exchange-correlation grid ratio: 1
k mesh: 1 x 1 x 1, Gamma-centred
self-consistency stop: 5e-08 eV per atom in the density residual
occupations: fixed
spin: none
net charge: 0

Cell vectors (angstrom)
a 15.4687 0 0
b 0 12.8259 0
c 0 0 37.5166

Atoms and the computed forces on them: element, x, y, z (angstrom), force x, y, z (eV/angstrom)
Si -0.0552 1.167 34.8255 0.0516 -0.0186 -0.0538
Si 3.8585 1.1667 34.8363 -0.0531 -0.0201 -0.0665
Si 7.7634 1.1735 34.818 -0.0169 -0.0305 -0.0426
Si 11.5801 1.1494 34.814 0.0247 -0.0295 -0.0426
Si 1.8708 7.5682 34.8771 0.0459 -0.0134 -0.1027
Si 5.7821 7.5784 34.8777 0.0485 -0.0609 -0.0439
Si 9.687 7.5855 34.8589 0.0106 0.0377 -0.0501
Si 13.4852 7.5835 34.8449 -0.0157 -0.0421 -0.0657
Si 1.9336 5.247 35.2497 -0.0456 -0.2207 0.2117
Si 5.8008 5.247 35.2497 -0.0101 -0.0009 0.1834
Si 9.6679 5.247 35.2497 0.1936 -0.1607 -0.4994
Si 13.5351 5.247 35.2497 -0.3351 -0.0138 0.2806
Si 0 11.6599 35.2497 0.0359 0.0977 -0.2694
Si 3.8672 11.6599 35.2497 -0.3292 0.1391 0.1344
Si 7.7343 11.6599 35.2497 0.0866 0.1855 0.1542
Si 11.6015 11.6599 35.2497 0.0141 -0.146 -0.2962
Si 0 4.664 36.4865 -0.0181 -0.043 -0.0195
Si 3.8672 4.664 36.4865 0.0298 0.0025 0.0224
Si 7.7343 4.664 36.4865 -0.0207 -0.0289 -0.0649
Si 11.6015 4.664 36.4865 0.0529 0.1086 0.0947
Si 1.9336 11.0769 36.4865 0.0715 0.1035 0.0197
Si 5.8008 11.0769 36.4865 0.0348 -0.0198 -0.0687
Si 9.6679 11.0769 36.4865 -0.014 -0.081 -0.0659
Si 13.5351 11.0769 36.4865 -0.0002 -0.0962 -0.0892
Si 0 2.332 36.8987 -0.1262 0.0331 -0.0817
Si 3.8672 2.332 36.8987 -0.0369 0.0316 0.0036
Si 7.7343 2.332 36.8987 0.0709 -0.0153 -0.1133
Si 11.6015 2.332 36.8987 -0.0554 -0.0189 -0.1811
Si 1.9336 8.745 36.8987 -0.1464 0.0288 0.2712
Si 5.8008 8.745 36.8987 0.0125 0.0491 0.298
Si 9.6679 8.745 36.8987 0.1484 0.0406 0.1983
Si 13.5351 8.745 36.8987 -0.1853 0.0086 0.1013
Si 1.9336 1.749 0.6188 0.021 -0.0337 -0.0656
Si 5.8008 1.749 0.6188 0.0263 -0.0312 -0.0543
Si 9.6679 1.749 0.6188 0.0003 -0.0029 -0.0254
Si 13.5351 1.749 0.6188 0.0459 -0.0132 -0.0338
Si 0 8.162 0.6188 0.0424 0.0174 0.0134
Si 3.8672 8.162 0.6188 0.03 -0.0041 0.0069
Si 7.7343 8.162 0.6188 0.0029 0.0148 -0.0106
Si 11.6015 8.162 0.6188 -0.0194 0.0478 0.0685
Si 0 5.83 1.031 0.0084 -0.0212 -0.0197
Si 3.8672 5.83 1.031 -0.0098 0.0154 0.0309
Si 7.7343 5.83 1.031 0.0255 -0.0103 -0.0104
Si 11.6015 5.83 1.031 -0.0655 -0.0342 0.0281
Si 1.9336 12.2429 1.031 -0.0725 -0.0766 -0.0074
Si 5.8008 12.2429 1.031 -0.0458 0.0122 0.016
Si 9.6679 12.2429 1.031 0.0141 0.0056 -0.0135
Si 13.5351 12.2429 1.031 0.0035 0.0312 0.0217
Si 1.9336 5.247 2.2678 -0.0845 -0.0474 -0.3254
Si 5.8008 5.247 2.2678 0.1954 -0.0615 -0.1134
Si 9.6679 5.247 2.2678 -0.0024 -0.0109 -0.0159
Si 13.5351 5.247 2.2678 -0.0495 -0.0093 0.0121
Si 0 11.6599 2.2678 0.1544 0.0171 -0.133
Si 3.8672 11.6599 2.2678 0.0071 -0.0241 -0.0626
Si 7.7343 11.6599 2.2678 0.0649 -0.0374 -0.1319
Si 11.6015 11.6599 2.2678 -0.0073 -0.041 -0.157
Si 1.9336 2.915 2.68 -0.0214 -0.0185 0.0108
Si 5.8008 2.915 2.68 -0.041 0.0258 0.0147
Si 9.6679 2.915 2.68 0.01 -0.0138 -0.006
Si 13.5351 2.915 2.68 -0.0479 -0.0298 -0.0097
Si 0 9.328 2.68 -0.0492 0.0539 0.0491
Si 3.8672 9.328 2.68 -0.0349 0.0702 0.0597
Si 7.7343 9.328 2.68 0.0045 0.0313 0.0108
Si 11.6015 9.328 2.68 0.0163 0.0398 0.0715
Si 0.7463 0.2397 27.3876 -0.1058 0.0902 0.1685
Si 3.6899 1.1278 27.2804 0.2344 0.0586 0.3021
Si 8.963 0.1062 25.3428 0.1151 -0.0391 -0.1402
Si 11.386 -1.5873 26.3761 -0.0615 -0.0315 0.1483
Si 0.7292 5.6831 27.1989 0.1763 -0.1473 0.653
Si 5.6769 6.8084 27.804 -0.266 0.0038 0.3862
Si 8.7075 6.9902 27.3173 0.2242 0.115 0.1429
Si 13.2276 6.5312 28.0986 0.2414 0.4363 0.1997
Si 1.4873 5.0302 29.3282 0.2026 -0.0114 -0.2047
Si 4.8959 3.848 27.9712 -0.1313 -0.0046 0.3722
Si 9.1179 4.5429 25.3494 -0.065 0.0321 -0.2719
Si 12.6695 3.9494 29.5649 -0.0703 0.4422 -0.0211
Si 0.3242 10.0384 28.203 -0.0366 -0.0605 0.1072
Si 4.1287 9.385 28.6625 -0.1082 0.1404 0.0127
Si 7.4071 11.1784 28.9777 -0.252 0.1887 -0.5346
Si 11.5103 11.1185 28.8057 0.0855 -0.03 0.2344
Si -0.3912 3.7226 30.1048 0.0303 0.1985 0.1176
Si 3.5394 3.7742 29.9023 -0.3672 0.4538 0.0336
Si 7.6217 2.8272 29.2781 -0.1619 0.1097 -0.0963
Si 11.8285 2.0702 28.4036 0.2523 -0.4469 -0.3649
Si 1.9854 9.3287 29.7431 0.1103 0.0461 -0.0554
Si 5.8603 9.8567 30.1587 -0.14 -0.2188 0.0612
Si 9.4928 10.1002 29.7101 0.382 0.2366 -0.0107
Si 13.6123 10.0244 29.5893 -0.0071 0.1121 -0.1236
Si -0.0115 1.3947 30.3215 -0.0051 -0.0695 -0.4235
Si 3.7173 1.4397 30.3939 -0.0861 -0.4077 -0.4318
Si 7.575 0.607 30.0983 0.0973 -0.1347 0.2326
Si 11.5232 0.4505 30.0278 -0.1141 -0.4443 0.2701
Si 1.8174 7.1352 30.5312 0.0569 -0.2415 -0.1018
Si 5.8577 7.5761 30.7118 0.3582 -0.33 -0.0818
Si 9.5104 7.7448 30.2508 -0.1081 -0.3221 -0.5362
Si 13.4849 7.7052 30.1657 0.1248 -0.1641 -0.0349
Si 1.8535 0.5259 31.501 0.0386 0.1374 0.1151
Si 5.6881 0.6196 31.533 -0.0028 0.0033 0.0306
Si 9.5756 0.4832 31.4394 0.0168 -0.1103 -0.081
Si 13.4947 0.5189 31.3997 -0.0166 0.0425 0.019
Si -0.1937 7.019 31.6615 -0.0893 0.0532 0.0252
Si 3.8288 6.989 31.758 -0.1258 0.0541 0.0039
Si 7.8423 6.9911 31.7324 -0.2735 0.1825 0.1882
Si 11.5413 7.0746 31.3761 0.0711 0.15 0.0694
Si -0.1188 4.7265 32.1676 -0.0953 -0.0828 0.1584
Si 3.886 4.6869 32.0426 0.0815 -0.0443 -0.0486
Si 7.7581 4.6619 32.0007 0.1453 -0.292 -0.332
Si 11.6922 4.6984 31.7411 -0.1144 -0.0993 -0.1284
Si 1.9183 10.9236 31.7574 -0.0539 -0.1519 -0.1347
Si 5.6535 11.1256 32.0842 -0.064 0.0185 0.0627
Si 9.6066 11.0085 31.9409 -0.0353 0.0923 -0.0502
Si 13.617 11.0292 31.8255 -0.0458 -0.0312 -0.1516
Si 1.9118 4.0601 33.2095 0.0059 -0.0294 -0.0965
Si 5.8301 4.0609 33.2169 -0.0547 -0.0229 0.0171
Si 9.7472 4.0758 33.0814 0.1155 -0.0569 0.1492
Si 13.4153 4.0646 33.2369 0.1484 -0.0236 0.145
Si 0.029 10.5039 33.146 -0.0657 -0.0821 0.0101
Si 3.7374 10.4831 33.22 0.1147 -0.0492 0.0151
Si 7.668 10.509 33.2134 0.054 -0.0029 -0.107
Si 11.6304 10.4911 33.1292 -0.0668 -0.0964 -0.1954
Si 1.8931 1.6945 33.5915 0.0387 0.016 0.037
Si 5.8113 1.7383 33.6068 0.0429 0.0036 0.0508
Si 9.6868 1.7359 33.5078 -0.0867 -0.0425 -0.1199
Si 13.4746 1.7029 33.5213 -0.0037 0.0688 -0.0515
Si -0.0551 8.206 33.6624 -0.078 0.0932 -0.0298
Si 3.8148 8.1879 33.7325 -0.0355 0.0907 0.0262
Si 7.7321 8.1975 33.711 -0.0379 -0.0039 0.1051
Si 11.5785 8.1458 33.5331 -0.0033 0.0821 -0.0589
Si 0 2.332 3.9167 0.0342 0.1078 0.0017
Si 3.8672 2.332 3.9167 0.1221 -0.2285 -0.2812
Si 7.7343 2.332 3.9167 0.1399 0.0937 0.1516
Si 11.6015 2.332 3.9167 -0.0074 0.0352 -0.1026
Si 1.9336 8.745 3.9167 0.0011 0.2741 0.1005
Si 5.8008 8.745 3.9167 0.2187 -0.0838 0.0486
Si 9.6679 8.745 3.9167 -0.1443 0.0471 0.1345
Si 13.5351 8.745 3.9167 0.0528 0.0731 0.0316
Si 1.9271 6.4299 4.2756 -0.0171 -0.0295 0.0565
Si 5.8643 6.4137 4.3134 0.0222 0.1143 0.0871
Si 9.6686 6.4193 4.3204 -0.0228 0.0395 0.1158
Si 13.5294 6.4242 4.3259 -0.0027 0.0371 0.0981
Si 0.0393 12.824 4.3142 -0.0312 -0.1254 -0.0033
Si 3.8915 12.8185 4.3244 -0.04 0.0312 0.0243
Si 7.7533 12.8214 4.3203 0.0005 0.0148 0.0693
Si 11.6113 12.8225 4.3112 0.0167 0.0337 0.054
Si 0.0194 5.8898 5.5453 -0.0071 -0.099 -0.0982
Si 3.8805 5.8218 5.4104 -0.0441 -0.0788 -0.0506
Si 7.7828 5.863 5.6412 -0.0081 -0.111 -0.0711
Si 11.5872 5.8731 5.5798 -0.0002 -0.11 -0.0717
Si 1.9687 12.2627 5.5816 0.0392 0.0536 0.162
Si 5.8282 12.1893 5.5337 0.072 -0.0294 -0.0038
Si 9.6899 12.2263 5.5528 -0.0035 -0.0714 0.055
Si 13.5638 12.2215 5.4932 0.0827 0.084 0.007
Si 0.0402 3.5519 5.9558 0.0936 0.0737 0.1901
Si 3.9115 3.5299 5.9109 -0.1614 0.0693 0.0827
Si 7.7932 3.5032 6.0103 0.0348 0.1532 0.212
Si 11.6384 3.5468 5.9371 0.0464 0.0087 0.0566
Si 1.9716 9.9225 6.0135 -0.0776 -0.0125 0.0116
Si 5.8585 9.8674 6.01 -0.0698 0.016 0.0117
Si 9.6316 9.8914 6.015 0.0858 0.0232 -0.0192
Si 13.522 9.9002 5.9919 0.0259 -0.0618 -0.0011
Si 2.0104 2.9826 7.1733 -0.0311 -0.0131 -0.0699
Si 5.7961 2.888 7.1534 0.2024 -0.0418 -0.0863
Si 9.7933 2.9271 7.2447 -0.1155 0.0161 -0.1667
Si 13.5629 2.9802 7.1725 -0.1413 0.0659 -0.0975
Si 0.0013 9.4491 7.2713 -0.0503 0.2165 0.1987
Si 3.9328 9.2462 7.2175 0.0546 0.0589 0.0113
Si 7.7466 9.3558 7.3836 -0.0699 0.1314 0.0822
Si 11.5654 9.2834 7.223 0.0127 0.1158 0.1448
Si 0.0436 7.1074 7.5731 0.0668 -0.1353 -0.0411
Si 3.9322 6.8883 7.4541 0.1346 -0.1722 -0.131
Si 7.8037 6.9536 7.8002 0.0069 -0.1724 -0.0156
Si 11.5243 6.9441 7.7059 0.0257 -0.0755 -0.0516
Si 2.0523 13.4854 7.6417 -0.3419 -0.0722 0.0975
Si 5.8953 13.4095 7.5286 -0.032 0.0369 0.0217
Si 9.7457 13.4483 7.5698 0.1942 0.0338 0.034
Si 13.6464 13.4821 7.4595 0.2298 0.0032 0.2092
Si 2.0166 6.4933 8.7176 -0.0672 0.2661 0.3975
Si 5.7971 6.0525 8.6854 -0.2225 0.4071 0.3999
Si 9.6742 6.1349 9.0861 -0.0455 0.2516 0.5443
Si 13.5769 6.4838 8.7337 -0.1171 0.496 0.2294
Si 0.0488 13.0609 8.9106 0.15 0.3198 -0.3941
Si 4.0192 12.7952 8.7899 -0.1452 0.1893 -0.0312
Si 7.8075 13.1155 8.851 0.0991 0.2239 0.0175
Si 11.7679 12.9142 8.6922 0.0354 0.2156 0.2033
Si 2.0521 4.2042 9.1975 0.0894 -0.2886 -0.3229
Si 5.873 3.7185 9.3552 -0.0095 -0.3858 0.1276
Si 9.6801 3.7813 9.4797 -0.1133 -0.3874 -0.1294
Si 13.665 4.2179 9.2022 0.0684 -0.4129 -0.0706
Si -0.0866 10.7672 9.3306 0.0025 -0.167 0.1412
Si 3.8118 10.5169 9.1983 0.3896 -0.1863 0.1247
Si 9.7855 10.4505 10.5859 0.2952 0.2288 0.0066
Si 11.6466 10.6383 9.1535 -0.1598 -0.2043 0.1142
Si 0.1245 3.7241 10.3646 0.257 0.5168 0.2517
Si 3.7952 3.479 10.5764 -0.0591 0.3257 0.588
Si 7.8286 2.4532 10.1121 -0.1291 -0.0508 -0.1584
Si 11.3145 3.3431 11.2132 0.3319 -0.2018 0.6536
Si 1.9194 10.6763 10.5327 -0.568 0.324 -0.0954
Si 6.3814 10.1494 11.1276 0.0088 0.0428 0.1579
Si 7.8214 10.7614 9.3945 0.1056 0.0121 -0.0126
Si 13.4 10.6556 10.6751 0.0118 -0.1259 -0.2072
Si -0.4629 1.5205 10.9369 0.1912 -0.4005 0.2467
Si 3.4536 0.4213 11.0578 0.1594 -0.1862 -0.2498
Si 8.0123 1.9988 12.4059 -0.1603 -0.0079 0.1343
Si 12.7499 0.7848 10.8097 -0.6762 -0.6211 -0.0867
Si 2.3732 7.9969 11.5989 -0.0716 -0.3543 0.0771
Si 5.3999 7.4764 11.504 0.1494 -0.2143 -0.0056
Si 10.2472 7.5756 11.9163 -0.0234 0.1964 0.2131
Si 13.3192 7.807 11.6766 0.1272 0.0826 0.0989
O 12.9996 12.0653 11.4975 0.2672 0.3969 -0.1573
O 6.4778 14.3672 12.711 0.0545 0.0511 -0.1415
O 2.1439 0.8651 26.8025 -0.0575 -0.0467 -0.1021
O 9.92 -1.1663 25.7268 0.0789 -0.0002 0.0803
O 14.4588 7.0825 12.5695 -0.1581 0.0837 -0.0917
O 6.5929 8.5718 11.5331 0.0468 -0.0144 -0.0219
O -0.8334 6.2157 27.2921 -0.1656 -0.0383 0.0166
O 7.1032 7.3127 27.1532 -0.0557 -0.0423 -0.0634
O 0.2222 4.9646 11.4814 -0.0593 -0.273 -0.0791
O 11.0091 12.052 13.8616 0.0205 0.039 -0.0975
O 6.4675 10.8927 12.5806 -0.0259 -0.0485 -0.1695
O 17.6077 -0.5987 11.1651 0.1409 0.0235 0.1943
O 1.8144 9.5255 11.721 0.1082 0.1718 0.0531
O 8.3787 3.4019 13.1874 0.0312 -0.177 -0.1299
O 10.5479 5.5016 14.8902 0.0416 -0.0188 -0.0744
O 11.163 4.0962 12.681 -0.1565 -0.137 -0.6085
O 1.6052 6.9953 12.625 0.1728 0.115 -0.1452
O 3.9483 8.0103 11.9956 -0.0534 0.0853 -0.0106
O 15.5532 13.858 12.4689 -0.0087 0.1546 -0.6011
O 9.4824 7.36 13.3343 0.0226 0.0837 -0.313
O 9.0491 13.746 13.0521 0.0242 0.12 -0.0303
O 9.604 11.6435 11.7081 -0.0012 -0.0637 -0.1425
O 4.3868 12.8669 12.3443 -0.1553 -0.0921 -0.0561
O 3.9201 4.4693 11.9279 -0.0634 -0.2386 -0.3904
O 4.7466 0.1301 26.5197 -0.0662 0.1772 -0.0784
O 5.0348 10.5515 25.3241 0.0269 0.1386 0.1095
O 10.0609 3.3426 25.9027 0.0385 -0.2135 0.2064
O 4.107 2.7096 27.0499 0.112 0.0672 -0.1503
O 0.2542 13.8787 28.7062 -0.0586 -0.0698 0.085
O 1.6228 6.8905 26.512 0.0875 0.1307 -0.1409
O 3.758 -2.8687 23.0127 -0.048 -0.0003 0.0368
O 7.4271 12.4879 24.9435 0.0043 0.0192 0.0339
O 11.6731 9.7081 25.8491 -0.0031 -0.0235 0.0265
O 4.5919 8.0554 27.7067 -0.1239 0.0931 0.1915
O 12.2678 7.4948 27.1845 -0.0406 -0.0327 -0.0186
O 13.0148 1.5118 27.3677 -0.0261 0.154 0.1712
O 15.0683 0.2987 26.2301 0.1423 0.0044 0.0293
O 0.7713 4.229 26.4156 -0.0584 -0.0262 -0.1933
O 9.6744 8.1514 26.6549 -0.0614 0.0023 -0.0059
O 12.5683 -0.6 25.792 0.0265 0.0912 0.0282
Si 8.7595 9.7014 19.5027 -0.0239 -0.0687 -0.0222
Si 5.8424 7.3895 23.3499 0.0398 -0.0097 -0.0525
Si 5.1797 -1.4327 26.7327 0.0854 -0.2377 0.1245
Si 3.0551 -2.2359 21.682 0.0736 0.057 0.0412
Si 2.2906 5.4596 21.2405 -0.0049 -0.0871 0.0816
Si 9.5206 12.198 13.2347 -0.0211 -0.0559 0.0141
Si 9.276 6.5014 14.6916 -0.0325 -0.229 0.1891
Si 3.9188 2.2792 15.8206 -0.0128 0.1133 0.0723
Si 3.6208 3.4044 23.3683 0.0265 0.0792 -0.0718
Si 12.822 -0.6999 19.4075 -0.0109 0.048 -0.06
Si 14.1942 2.6571 23.6906 0.0273 0.2263 -0.0261
Si 11.2324 8.1595 26.108 0.0444 -0.1041 -0.0259
Si 4.0415 9.4903 24.5605 0.1053 -0.139 -0.1384
Si 9.8388 2.3671 27.214 -0.0589 0.2156 -0.307
Si 11.0174 14.4225 18.9718 0.1279 0.1375 -0.1774
Si 4.8559 5.1366 13.0824 0.0177 -0.1192 0.1676
Si 7.4118 4.1198 14.273 0.0531 0.1063 0.1765
Si 0.57 6.7298 23.3236 -0.0723 -0.1963 0.0664
Si 13.5107 0.7261 26.0399 -0.2164 0.0164 -0.2146
Si 6.6052 4.5134 23.8367 -0.0398 0.009 -0.1519
Si 8.9001 12.705 19.9905 0.0449 0.0574 0.0631
Si 15.1992 8.1623 16.1297 -0.0101 -0.1079 -0.1687
Si 6.5624 13.9074 21.0386 -0.0146 0.0173 0.0353
Si 5.5172 9.205 16.3771 -0.0123 -0.0831 -0.1317
Si 11.9918 2.1525 16.3918 0.0352 0.1299 -0.0529
Si 11.6007 4.4596 14.2067 0.1463 0.0923 0.3535
Si 1.3451 8.3416 25.7685 -0.0684 -0.1465 -0.0919
Si 14.6081 7.7186 19.0867 -0.023 -0.0211 -0.1929
Si -0.4104 13.192 13.8541 -0.1754 -0.196 0.4794
Si 4.0657 0.4971 22.3806 0.0089 0.0738 -0.0043
Si 5.2777 13.6063 13.4852 0.1011 0.0917 0.329
Si 4.918 6.6227 20.4226 0.0671 -0.0591 0.0581
Si 7.4355 5.1723 19.1073 0.0286 -0.0112 -0.1348
Si 12.2589 12.5599 14.7611 0.0171 -0.0991 0.1863
Si 12.6819 1.4497 21.4243 -0.0014 0.0651 0.0364
Si 2.8571 7.9473 16.6945 0.012 -0.1556 -0.1263
Si 6.6174 12.4503 23.5247 0.004 -0.0782 0.0032
Si 1.2561 1.1578 16.5328 0.1458 0.1202 -0.0393
Si 8.0199 7.6902 17.2384 0.009 -0.0659 -0.1479
Si 7.6453 9.7364 22.2082 -0.0414 -0.0412 0.1211
Si 6.2537 3.6163 16.8144 -0.0576 -0.0112 -0.1992
Si -0.746 15.9737 17.3415 -0.0516 0.1237 -0.2549
Si 9.9317 14.0448 22.5198 -0.0057 0.0794 -0.0866
Si 3.9031 5.2271 15.8291 -0.028 -0.1538 0.0881
Si 14.4265 5.3678 15.0821 0.0402 -0.0285 -0.0107
Si 15.7386 6.0748 12.6489 -0.1027 -0.2533 0.3906
Si 0.0933 11.6661 18.0171 -0.0983 -0.0021 -0.1754
Si 1.1458 3.9516 24.8515 -0.0442 0.09 -0.1772
Si 13.521 5.3648 22.5456 -0.0618 -0.0217 0.0481
Si 4.231 9.2561 18.9943 -0.0209 -0.0337 -0.1376
Si -0.889 10.758 15.1985 -0.0754 -0.0819 0.0326
Si 10.2983 8.8136 21.7911 -0.0205 -0.1325 0.0557
Si 10.7778 6.4235 23.4942 0.0661 -0.0705 -0.0567
Si 0.3841 9.8175 20.5267 -0.0705 0.0042 -0.1028
Si 8.1321 3.5418 21.3134 0.0156 0.009 0.0823
Si 6.7983 11.1935 14.1526 -0.0087 0.0468 0.103
Si 14.9802 4.8018 19.8714 -0.0539 -0.0123 0.0095
Si 12.9352 9.4863 20.6966 -0.0688 -0.0257 -0.034
O 7.4932 9.6534 20.5708 0.0182 0.0389 -0.0762
O 0.3819 8.2718 19.9974 0.0463 0.0618 0.0697
O 9.0785 7.4534 16.0064 -0.0182 0.0707 0.013
O 15.4543 10.9387 16.5662 0.0705 0.007 0.1073
O 9.9574 7.37 22.4611 0.009 0.0233 -0.0125
O 0.2409 5.2653 14.0775 -0.0101 0.0932 -0.209
O 8.4368 9.0413 18.0587 0.0224 0.1039 0.1037
O 14.4113 6.8188 15.7516 0.0322 0.0335 0.0072
O 7.1436 0.8527 22.5717 -0.0176 -0.0454 -0.004
O 11.368 7.3088 24.7271 -0.0203 0.08 0.1317
O 0.686 10.779 19.2364 0.0292 -0.0098 0.0806
O 6.0948 5.634 19.9118 -0.0504 0.0156 0.0391
O 3.1848 3.7516 15.8053 0.0702 -0.0638 -0.0102
O 1.6897 6.7152 22.1277 -0.0093 0.0831 -0.008
O 2.9829 -0.6159 21.905 0.0013 -0.0165 -0.0234
O 8.9688 1.0673 26.6659 0.1158 0.07 0.1596
O 11.8833 9.2051 21.9239 0.0736 0.0827 -0.0274
O 9.2579 9.8568 22.5306 0.0683 -0.0212 -0.0146
O 8.5784 4.6071 20.1495 -0.047 -0.0449 0.0127
O 6.5116 7.9338 16.6584 -0.0478 0.0084 0.0403
O -0.218 11.5583 13.9376 0.0088 0.0872 -0.1159
O 5.1747 9.9596 17.8209 -0.048 0.02 0.1281
O 0.2982 2.7405 24.1515 0.0027 -0.0417 0.0166
O 7.3924 3.2905 15.6783 -0.047 0.054 -0.0015
O 14.6721 8.4739 17.6437 -0.0395 0.023 0.2138
O 13.545 2.0989 16.9268 -0.0317 -0.0565 0.0164
O 1.3672 8.136 16.0682 0.0087 0.0308 0.0531
O 2.7283 3.6333 24.7087 0.073 -0.0309 0.0705
O 5.0039 -0.1135 23.5901 0.0265 0.0354 -0.0509
O 8.426 11.4245 14.2045 0.0699 -0.0047 -0.073
O 11.5836 13.4839 15.9108 0.0474 -0.0323 -0.0135
O 3.8073 -2.6075 20.2574 0.0054 0.0124 -0.0195
O 13.0899 5.1094 14.1991 -0.1011 -0.0203 -0.0773
O 7.9077 5.6336 14.5392 0.0064 0.0644 -0.0445
O 7.6259 3.9408 24.9823 0.071 0.0259 0.1005
O 4.8357 8.0767 24.4184 -0.1003 0.0715 0.0618
O -0.9757 6.6619 22.7943 0.054 0.043 0.005
O 4.0673 8.646 15.8042 0.0316 0.0473 0.0984
O 2.9274 8.6283 18.1897 0.0241 0.0882 0.1596
O 3.055 4.3757 22.1933 -0.005 -0.0095 -0.0645
O 6.4015 6.0951 24.1562 0.0052 0.0121 0.0484
O 5.4117 4.9837 16.4347 -0.0012 0.0326 0.0333
O 11.0655 2.5761 17.6709 -0.0174 -0.1044 0.1677
O 9.2219 11.2642 19.3032 -0.0077 0.029 -0.0122
O -0.6957 6.1215 18.9333 0.0143 0.0486 0.0474
O 4.9627 13.6758 21.0519 0.0121 -0.009 -0.0517
O 13.992 2.1014 22.1602 -0.0351 -0.0717 -0.0619
O 9.4464 14.0624 19.2416 -0.0609 -0.0654 -0.0169
O 9.3398 2.6533 21.9625 0.0246 -0.0108 0.0369
O 9.9465 8.8007 20.192 0.0158 0.0623 -0.0385
O 3.3774 1.8635 22.9005 -0.0131 -0.0516 0.0241
O 11.9124 2.2554 20.1924 -0.0026 -0.0422 0.0176
O 5.9454 12.5372 14.522 -0.0798 0.0481 -0.0617
O 3.9459 5.7585 14.2857 0.0609 -0.0287 -0.1387
O -1.5808 4.7778 21.0768 0.057 -0.0159 -0.0605
O -1.0865 10.0731 21.2215 0.0301 -0.02 0.0163
O 4.9022 10.2883 10.4615 -0.3917 -0.0415 -0.2667
O 4.3769 14.661 14.3236 -0.0037 -0.0808 -0.0791
O 9.8194 5.2278 24.0421 -0.0695 -0.0263 0.0923
O 2.6928 9.2142 25.4488 -0.0094 0.0277 0.056
O 1.0777 12.9123 17.7401 -0.0232 -0.047 0.0281
O 11.6905 3.1552 15.166 -0.06 -0.0229 -0.0574
O 14.5333 4.3852 16.3391 0.0182 -0.0313 0.0434
O 5.1907 3.6967 23.7368 0.0031 -0.016 0.0555
O 7.2707 12.8258 20.0528 0.023 0.0445 -0.0762
O 13.2064 8.1069 19.8466 -0.0032 0.0671 0.0426
O 14.6263 3.5429 18.9119 0.0254 0.0101 0.1691
O 0.748 2.5786 17.1155 0.0087 -0.0871 0.0648
O 3.1263 6.323 16.744 -0.0147 0.0952 0.0225
O 5.0519 6.8804 22.0254 -0.0406 0.0384 -0.0287
O 5.0807 8.0081 19.6015 0.0011 0.052 0.0086
O 13.1852 12.8456 20.8306 -0.0023 -0.0024 0.0385
O 6.9787 15.4136 20.6526 -0.0283 -0.0372 -0.0616
O 16.5126 4.7422 20.4539 0.0323 -0.0008 -0.0267
O 7.0272 3.8909 18.1885 0.0877 0.0234 0.1484
O 0.8183 5.3544 24.1241 0.0249 -0.049 0.0068
O 13.4061 1.7118 24.7449 -0.0719 -0.0871 0.1683
O 3.4188 6.0017 20.1918 -0.037 0.0024 -0.0356
O 2.8579 1.1726 16.3075 -0.0664 -0.0815 0.0476
O 0.678 8.0199 24.3057 -0.0033 0.0938 0.0078
O 14.6482 9.166 14.9646 0.0274 0.027 0.0559
O 5.1985 2.3608 16.8531 -0.0018 0.0229 -0.017
O 12.3122 10.6111 19.6878 0.0079 -0.0715 0.0253
O 6.2872 10.1013 15.2513 0.0027 0.0343 -0.0669
O 7.0347 8.4075 22.9167 0.0077 -0.0208 -0.0052
O 9.5632 12.8031 21.4986 0.0008 -0.0798 -0.0183
O 13.6504 4.2034 23.6939 -0.0027 -0.0591 0.0351
O 11.9796 5.8206 22.5947 -0.0292 0.0406 -0.0287
O 6.8676 11.0265 22.785 -0.0198 0.0496 -0.0043
O 11.6535 12.9525 18.6555 0.0041 -0.0943 0.0481
O 1.5299 10.0391 21.6366 -0.0504 -0.0237 0.0436
O 0.4535 0.9338 15.1253 -0.0321 -0.0412 -0.1228
O 11.5555 14.1431 22.5851 -0.0647 -0.0421 0.0431
O 8.0491 6.3899 18.2218 0.0066 -0.0314 0.071
O 13.4345 13.473 14.0363 0.0573 0.0541 -0.1134
O 9.5378 13.7347 24.0569 -0.029 0.0048 0.0566
O 7.3901 4.4364 22.4316 0.0115 -0.0014 0.0146
O -1.3803 -0.649 18.4175 -0.0027 0.0079 0.0362
O 13.5555 20.2516 10.1161 0.0464 -0.1681 -0.3307
O 13.0277 11.2519 15.3875 -0.0032 0.0802 -0.0663
O 4.0586 10.7358 27.7255 -0.092 -0.0304 -0.1899
O 2.1116 7.4737 10.0736 -0.0061 -0.0614 -0.1771
O 15.8059 -3.6391 26.755 -0.062 0.151 0.2991
O 11.6294 1.74 11.5978 -0.053 0.2838 -0.1743
O -10.2177 6.9174 9.9996 0.0544 -0.004 -0.0949
O 5.0841 5.3493 27.2642 0.1057 0.0162 -0.1975
O 5.8916 -8.767 13.7012 -0.0952 0.0369 -0.0058
O 9.7085 6.6246 10.7083 -0.0514 -0.123 -0.5429
O 9.0109 5.6157 26.5447 -0.0467 -0.058 0.092
O 0.9342 11.5148 27.8318 -0.0399 0.0352 -0.0826
O -6.3096 6.8169 28.8788 0.0635 0.2485 0.1667
O 3.8022 13.5784 28.8678 0.0397 -0.0545 0.1747
O 5.9396 6.5391 29.3928 -0.0636 0.0418 -0.0423
O 13.4428 9.4402 11.7917 0.006 -0.0211 0.0608
O 5.8462 6.278 12.4925 0.0199 0.1354 -0.1759
O 12.6603 3.9356 10.5075 0.0574 0.2591 -0.2622
O 7.68 3.8903 30.5176 -0.0345 -0.0969 0.1472
O 11.8418 7.3379 12.1737 0.0209 -0.0638 -0.0433
O 3.1723 14.8674 11.1738 0.0579 0.1513 -0.1425
O 8.9533 15.9276 28.3723 0.0554 0.064 0.0336
O 9.9553 -3.7237 11.4859 -0.0792 0.0034 -0.0862
O -3.0779 5.1534 28.4067 0.1307 -0.1869 0.1767
O 6.6885 11.2448 27.4124 0.2273 0.0819 0.4405
O 6.3529 16.0222 28.3147 0.0403 0.0165 -0.0528

Results
free energy: -262373.017 eV
free energy less fixed offsets of O -568.88, Si -635.61 eV per atom: -4.437 eV

The program warned: the cutoff lies below the one the program advises for these potential files; the forces do not sum to zero within the program's tolerance; the exchange-correlation potential is rough where the density is thin.
